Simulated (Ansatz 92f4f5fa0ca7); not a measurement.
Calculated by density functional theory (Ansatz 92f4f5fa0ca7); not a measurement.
Periodic cell of 234 atoms, Si146O88, from a study of silicon, its oxide and their interface. The atomic structure is a simulated model.
Doubt: the cutoff is far below the 930 eV that the study's wrapper takes by default for these files, so forces and energies are approximate.
This geometry differs little from another in the collection (a relaxation step or a small displacement).

Settings: functional PBE; potential files Ansatz PAW; basis plane waves; wave-function cutoff 580 eV; density cutoff ratio 5; exchange-correlation grid ratio 1; k mesh 1 x 1 x 1, Gamma-centred; self-consistency stop 5e-08 eV per atom in the density residual; occupations fixed; spin none; net charge 0.

Cell vectors (angstrom)
a	11.6015	0	0
b	0	10.938	0
c	0	0	32.8229

Atoms and the computed forces on them: element, x, y, z (angstrom), force x, y, z (eV/angstrom)
Si	-0.0223	-0.1834	24.3531	0.0175	-0.0125	0.0064
Si	3.5564	-0.0154	24.0679	-0.0009	-0.0047	0.0072
Si	7.5727	-0.0107	23.9587	-0.0031	0.0079	0.0106
Si	1.7101	1.3982	24.3641	-0.0137	0.007	0.0235
Si	5.5859	1.2564	24.1102	0.0014	-0.012	0.0122
Si	9.6584	1.1697	24.2112	0.0013	0.002	0.0041
Si	0.07	5.3962	24.2278	0.0007	-0.0032	0.0081
Si	3.9179	5.4421	23.869	-0.0027	0.0042	0.013
Si	7.7054	5.3265	24.313	-0.0034	-0.0113	-0.0026
Si	1.9539	6.811	23.9549	-0.0092	-0.0052	0.0056
Si	5.8821	6.8234	23.977	0.0013	-0.0014	0.013
Si	9.6847	6.605	24.2239	-0.0006	0.0167	-0.0044
Si	1.9339	2.8065	26.1849	-0.023	0.0082	-0.0216
Si	5.6844	2.6609	26.0578	0.0059	0.0114	-0.0134
Si	9.6154	2.6255	26.1194	-0.0176	0.0026	-0.0023
Si	-0.0457	4.0406	26.1514	0.0339	-0.0089	-0.0191
Si	3.8576	4.1775	25.9763	0.0002	-0.0016	-0.0086
Si	7.658	3.9672	26.1972	0.0062	-0.0069	-0.0152
Si	1.9611	8.0681	26.0232	0.0159	0.0099	-0.0113
Si	5.7663	8.1912	25.9592	0.0012	0.0005	-0.0194
Si	9.6048	8.1441	26.0384	0.0097	-0.004	-0.0115
Si	-0.0006	9.3712	26.1834	-0.0132	-0.0009	-0.0184
Si	3.8072	9.5384	26.0072	-0.0074	-0.0024	-0.011
Si	7.6998	9.5717	25.9602	0.0035	0	-0.0081
Si	0.0024	-0.0332	27.9953	0.0021	0.0054	-0.0008
Si	3.8515	-0.0443	27.9728	0.002	0.0109	0.0003
Si	7.7015	-0.0302	27.9515	0.0017	0.006	-0.0013
Si	1.9417	1.3353	28.0204	-0.0007	-0.0088	0.0045
Si	5.7606	1.3353	28.0013	-0.0025	-0.0083	0.0042
Si	9.6522	1.3034	28.0389	0.0002	-0.0091	-0.0021
Si	-0.0464	5.4764	28.0105	-0.0064	0.0078	0.0094
Si	3.8676	5.4648	27.9736	0.0002	0.0111	-0.0025
Si	7.6774	5.4566	28.0221	0.0011	0.0091	0.0027
Si	1.925	6.7874	27.9969	-0.0023	-0.0102	0.0027
Si	5.7723	6.8591	27.9534	-0.0006	-0.0095	0.0027
Si	9.6065	6.8117	27.9947	0.0008	-0.0075	0.0032
Si	1.9336	2.7345	29.9236	0.011	-0.0769	0.0937
Si	5.8008	2.7345	29.9236	-0.0307	-0.1105	0.0336
Si	9.6679	2.7345	29.9236	0.0075	-0.1011	0.0888
Si	0	4.1018	29.9236	-0.0529	-0.0242	0.038
Si	3.8672	4.1018	29.9236	0.0723	-0.0916	-0.1517
Si	7.7343	4.1018	29.9236	-0.1007	-0.1081	0.2325
Si	1.9336	8.2035	29.9236	-0.0019	-0.0725	-0.111
Si	5.8008	8.2035	29.9236	-0.0102	0.0416	-0.1088
Si	9.6679	8.2035	29.9236	-0.0902	0.0172	-0.0812
Si	0	9.5708	29.9236	0.0628	-0.0778	0.141
Si	3.8672	9.5708	29.9236	-0.0256	-0.1496	-0.0025
Si	7.7343	9.5708	29.9236	-0.0682	-0.0816	-0.1135
Si	0	0	31.8572	-0.0042	-0.0099	0.0075
Si	3.8672	0	31.8572	0.0187	0.0804	-0.007
Si	7.7343	0	31.8572	-0.0074	0.1458	0.004
Si	1.9336	1.3673	31.8572	0.006	0.0428	-0.0153
Si	5.8008	1.3673	31.8572	0.0029	-0.009	-0.0269
Si	9.6679	1.3673	31.8572	-0.0141	0.0312	0.0138
Si	0	5.469	31.8572	0.0117	-0.041	0.0118
Si	3.8672	5.469	31.8572	-0.0017	0.1091	0.0149
Si	7.7343	5.469	31.8572	-0.0021	0.039	0.0763
Si	1.9336	6.8362	31.8572	-0.0062	-0.0226	-0.0596
Si	5.8008	6.8362	31.8572	0.0144	-0.1295	-0.0169
Si	9.6679	6.8362	31.8572	0.0009	-0.0941	0.0112
Si	1.9336	2.7345	0.9679	-0.0044	0.0171	-0.1063
Si	5.8008	2.7345	0.9679	0.0602	0.0444	-0.3007
Si	9.6679	2.7345	0.9679	-0.0226	0.0613	-0.1495
Si	0	4.1018	0.9679	-0.0292	0.068	-0.0865
Si	3.8672	4.1018	0.9679	0.1262	-0.002	0.2462
Si	7.7343	4.1018	0.9679	-0.0217	0.0377	0.238
Si	1.9336	8.2035	0.9679	0.0771	0.1457	-0.1322
Si	5.8008	8.2035	0.9679	0.0276	0.0736	0.0979
Si	9.6679	8.2035	0.9679	0.0004	0.0909	0.2061
Si	0	9.5708	0.9679	-0.019	0.106	-0.0694
Si	3.8672	9.5708	0.9679	0.0906	0.0166	-0.0497
Si	7.7343	9.5708	0.9679	-0.0091	0.0179	0.1506
Si	-0.0002	0.0263	2.8864	-0.0094	0.0059	-0.0074
Si	3.9132	0.0262	2.8864	-0.0034	0.0105	-0.0051
Si	7.7584	0.0059	2.9327	-0.001	0.0087	-0.0027
Si	1.975	1.3611	2.8749	0.0075	-0.0072	0.0023
Si	5.8413	1.4036	2.8875	0.0009	-0.0088	-0.0066
Si	9.6636	1.387	2.8852	0.0022	-0.0134	-0.0072
Si	0.0305	5.5282	2.8528	0.0165	0.0092	-0.009
Si	3.9184	5.4904	2.9271	0.0043	0.0107	-0.0067
Si	7.7573	5.4917	2.9268	0.0079	0.0178	0.0002
Si	1.9893	6.8264	2.8578	-0.0109	-0.0118	-0.0031
Si	5.8448	6.8776	2.9413	-0.0082	-0.0121	-0.0004
Si	9.668	6.8546	2.9331	-0.009	-0.0124	0.0032
Si	2.0419	2.7604	4.7656	0.0072	0.0004	0.0048
Si	5.8652	2.9014	4.7205	-0.0036	0.0074	0.015
Si	9.713	2.8598	4.7289	0.0308	0.0053	0.0206
Si	0.0886	4.0888	4.6879	-0.0213	-0.0031	0.0206
Si	3.9167	4.2424	4.9512	0.0064	-0.0038	0.0148
Si	7.7941	4.2686	4.9653	-0.0019	-0.0009	0.0136
Si	1.9683	8.231	4.7286	-0.0154	0.0042	0.0132
Si	5.8625	8.2896	4.878	0.0122	0.0087	0.0155
Si	9.6263	8.1319	4.9505	-0.0186	0.0019	0.0109
Si	-0.0232	9.4489	4.6968	0.021	-0.0082	0.0152
Si	3.8975	9.6038	4.8145	-0.0132	0.0002	0.0124
Si	7.7945	9.6714	4.9593	-0.0146	-0.0099	0.0119
Si	0.0858	-0.1288	6.5455	0.0008	-0.0032	-0.0025
Si	3.9865	0.0697	6.7182	0.0103	0.0045	-0.0152
Si	7.9179	0.3684	6.78	0.0231	0.0088	-0.027
Si	1.9638	1.2776	6.603	-0.0132	0.002	-0.0057
Si	5.8279	1.5256	6.5796	-0.007	-0.0149	-0.004
Si	9.9681	1.4691	6.5693	-0.0158	-0.0047	-0.0185
Si	0.0592	5.3953	6.6133	0.004	-0.012	-0.0213
Si	3.8713	5.7908	6.9147	0.0131	0.001	-0.0155
Si	7.6642	5.5358	7.1203	-0.0033	0.0131	-0.0103
Si	1.8335	6.931	6.6696	-0.0157	0.0031	-0.0162
Si	5.8602	7.1258	6.9543	-0.0092	-0.0145	-0.0161
Si	9.7994	6.7735	7.0021	0.0033	-0.0088	-0.012
O	3.7386	5.1189	8.421	0.0051	-0.0007	0.025
O	1.488	7.8388	8.0392	-0.0102	0.0142	0.0096
O	1.6015	2.2281	7.9217	-0.0019	0.0019	-0.0014
O	5.4656	2.6273	7.7918	0.0052	0.009	0.0062
O	11.5945	10.0457	8.0324	-0.0014	-0.003	-0.0034
O	7.3246	4.4676	8.3901	-0.0126	-0.0204	0.0059
O	10.4251	2.3078	7.9558	0.0178	0.0145	0.0133
O	10.378	7.6865	8.3048	0.0147	0.0155	0.0094
O	4.1193	10.1738	8.1517	0.0079	-0.0127	0.0092
O	11.8622	4.5324	8.0299	-0.0022	-0.0067	0.006
O	5.9355	8.2282	8.2341	-0.0058	0.0316	0.0179
O	8.1796	10.7867	8.3502	-0.0055	-0.0052	0.0178
O	7.3625	10.0763	22.5411	-0.0065	-0.0153	-0.0124
O	3.0833	10.0854	22.6746	-0.01	-0.0122	-0.0125
O	9.7403	7.2067	22.6672	-0.0156	-0.0054	-0.0103
O	6.121	7.7275	22.5798	0.0069	0.0218	-0.0171
O	7.681	4.1562	23.1153	-0.005	0.0132	-0.0098
O	3.9296	4.3634	22.5785	0.0095	-0.0249	-0.0137
O	10.2174	2.2143	23.048	0.0066	0.0051	0.0029
O	1.3659	2.2321	22.9379	-0.008	0.0085	-0.0104
O	0.346	9.9892	22.9031	0.002	-0.001	-0.005
O	1.7888	7.778	22.5923	-0.0019	0.0179	-0.0073
O	5.5474	2.22	22.7749	-0.0034	0.0127	-0.0105
O	-0.0347	4.5013	22.8195	0.0025	-0.0122	-0.006
Si	6.2541	-0.7485	19.0608	-0.0017	-0.0042	-0.002
Si	8.843	0.5521	18.364	-0.0012	-0.0014	-0.0097
Si	4.202	1.399	14.7114	0.0009	-0.0024	0.0011
Si	1.2699	5.3534	17.0482	-0.0086	0.0011	-0.008
Si	8.1026	2.8307	16.7792	-0.0065	-0.0015	-0.0108
Si	5.2602	6.0168	16.5508	0.0011	-0.0007	-0.0033
Si	1.6738	9.3663	22.1609	0.008	-0.0075	0.0077
Si	11.1112	3.0335	15.8435	-0.0057	0.0011	-0.001
Si	3.9702	7.6641	11.4862	0.0079	0.004	0.0049
Si	8.0858	-5.5375	13.7552	0.0029	-0.0015	0.0094
Si	2.0584	0.7705	12.5909	-0.005	-0.0019	0.0116
Si	6.3314	3.2863	9.0084	0.0079	0.0125	-0.0023
Si	17.4819	7.5074	14.0391	-0.007	0.0049	-0.0014
Si	7.6033	4.2041	21.4857	-0.0184	0.0012	-0.0002
Si	6.814	2.6528	13.8766	0.0116	-0.0122	0.0144
Si	4.104	12.3648	19.4004	-0.0005	0.0021	-0.007
Si	6.8851	8.8133	21.608	-0.0062	0.001	0.0087
Si	3.7228	3.4143	16.9474	0.0034	-0.0079	0.0014
Si	5.1715	9.3936	9.1307	0.0123	-0.0069	-0.0091
Si	3.0106	7.8036	17.0988	-0.0044	0.0062	0.0003
Si	11.7467	8.5494	8.6725	-0.0047	-0.0093	-0.003
Si	-2.4732	6.9433	21.1824	-0.0061	0.0044	0.0089
Si	11.8421	2.9612	8.4623	-0.0106	-0.0015	-0.0115
Si	1.3577	3.412	11.195	0.0016	0.0047	0.0088
Si	1.8879	10.0029	19.0372	-0.0056	-0.0019	0.0081
Si	16.7179	9.65	16.0729	0.0034	0.0015	0.0014
Si	7.5184	11.3808	9.7271	-0.0061	-0.0061	0.003
Si	11.2753	-0.4776	13.7455	-0.0003	-0.0025	0.0051
Si	11.3927	0.106	16.7472	-0.0013	-0.0077	0.0006
Si	3.9538	4.8685	10.0135	-0.0033	-0.0069	-0.0021
Si	8.1133	5.631	16.8984	0.0088	-0.004	-0.0035
Si	10.4446	5.7231	18.8257	-0.004	0.0013	-0.0089
Si	9.9539	2.8516	20.0593	0.0087	0.0058	-0.0031
Si	1.2421	9.023	11.625	-0.007	-0.0082	0.0056
Si	-0.034	2.915	22.4487	0.0007	-0.0019	0.0015
Si	4.824	3.2539	21.7538	0.0007	0.0155	0.0036
Si	10.4721	3.7144	12.8257	0.004	-0.0007	0.008
Si	8.9881	1.0831	12.306	-0.0084	-0.0064	0.0104
O	1.8712	6.782	16.4542	-0.0013	-0.0041	0.0017
O	8.533	5.421	15.3304	-0.0016	0.008	-0.0052
O	-1.5053	4.1609	19.1096	0.0005	0.0035	0.0059
O	8.5729	3.0375	20.9107	0.0093	-0.0023	-0.0009
O	4.9378	7.9063	12.7755	0.004	-0.0024	-0.0023
O	2.9275	0.3114	19.2167	0.0006	0.001	0.0049
O	5.269	3.8763	10.1154	-0.0062	0.0014	-0.0065
O	-3.3805	-2.6984	20.869	0.0107	-0.0166	0.0058
O	7.8912	-0.5808	19.0361	0.004	0.0019	0.0074
O	2.5076	-2.3134	18.4102	0.0034	-0.0053	-0.002
O	6.7538	6.5154	17.0157	-0.0018	0.0007	0.0015
O	8.1248	5.6665	21.0206	0.012	0.0054	0.0197
O	5.7253	-1.3098	17.6061	-0.0044	-0.0015	-0.0053
O	5.538	11.6032	19.4456	-0.0013	0.0007	0.0065
O	7.3501	13.4868	15.3942	0.003	-0.0029	-0.0082
O	7.1972	2.0605	9.6656	-0.0037	-0.0009	-0.0074
O	14.8543	0.5853	13.6755	0.004	0.0029	0.0006
O	5.2434	2.2786	13.8232	0.0008	0	-0.0011
O	9.3799	6.2627	17.6945	-0.0072	-0.0035	-0.0032
O	7.0358	4.1941	13.3825	0.0006	-0.0002	-0.0027
O	4.244	6.8222	17.5344	0.0007	-0.0024	0.0012
O	5.9152	-1.7231	20.3471	-0.002	0.0049	-0.0053
O	16.5751	-6.522	16.6234	-0.0045	0.0006	0.0031
O	-1.7879	2.4682	11.9698	-0.0002	0.0025	-0.0084
O	7.5871	1.5324	12.9974	-0.0097	0.0174	0.0071
O	6.0598	4.0072	20.9735	0.0236	0.0036	0.0126
O	1.4237	9.5808	20.5569	0.0026	0.0063	-0.0184
O	0.3179	4.4408	16.0739	0.0031	0.0001	0.0022
O	4.9552	0.2734	15.6293	-0.0018	0.0005	-0.0012
O	4.3076	8.7344	10.3198	-0.0122	-0.016	0.0109
O	2.5234	4.362	10.596	-0.0049	0.0007	-0.0092
O	0.3706	8.6826	10.2822	0.0058	0.0053	0.0075
O	9.8203	1.3887	19.3669	-0.0044	-0.0057	0.0036
O	8.5865	11.2006	10.944	0.007	0.0025	-0.0014
O	4.2995	6.1889	10.89	-0.0026	0.0082	-0.0047
O	12.2494	11.7171	13.3912	-0.0014	-0.0003	-0.0053
O	11.8531	1.6565	16.3678	-0.0018	0.0059	0.001
O	9.7812	0.0218	13.2837	0.0021	-0.0004	-0.0045
O	10.3399	-4.2259	20.1211	-0.0006	-0.0077	-0.0002
O	11.9286	4.177	12.2226	-0.0084	0.003	-0.0027
O	7.7507	12.506	17.7161	0.0011	0.0092	0.0017
O	13.6268	-0.4647	11.5143	0.0006	0.0047	-0.0091
O	13.9863	7.8682	11.878	-0.002	0.0003	-0.008
O	17.6844	8.8487	14.9924	-0.0013	-0.002	-0.0029
O	5.095	6.3985	14.9621	-0.0017	-0.0006	0.0006
O	6.1658	10.4658	9.8793	-0.0013	0.0073	-0.0054
O	11.7911	-1.7935	12.8933	-0.0025	0.0037	-0.0024
O	7.3045	6.837	13.4913	0.0008	-0.0012	-0.0054
O	11.384	2.7836	20.8467	-0.0152	0.0016	-0.0096
O	11.4247	10.1619	15.3526	-0.0005	0.0007	-0.0001
O	7.6454	4.1953	17.5252	0.0034	-0.0063	-0.0042
O	12.3386	10.4823	17.963	-0.0045	0.0045	-0.0033
O	0.3879	5.8151	18.3355	0.0035	-0.003	-0.001
O	0.3402	2.8407	10.0644	0.0036	0.0007	0.0068
O	9.468	5.0349	12.9175	-0.0046	0.0017	-0.0059
O	3.6283	-2.0219	16.0519	0.0017	-0.0011	-0.001
O	3.9023	2.3776	20.7269	-0.0022	-0.0077	-0.0036
O	-0.8716	3.0379	14.278	0.0004	0.0006	0.0015
O	2.2109	2.2055	11.871	0.0038	-0.0075	-0.0054
O	4.1407	2.4228	18.1361	-0.0036	0.0104	-0.0081
O	9.7053	2.9829	16.632	0.0018	0.0074	-0.0021
O	9.8404	10.8718	17.2375	0.0031	0	0.0029
O	3.3788	2.4728	15.6454	0.001	0.0028	0.0015
O	2.4756	4.3345	17.4431	0.0004	0.0007	0.0031

Results
free energy: -142858.114 eV
free energy less fixed offsets of O -568.88, Si -635.61 eV per atom: 2.386 eV

The program warned: the cutoff lies below the one the program advises for these potential files; the forces do not sum to zero within the program's tolerance; the exchange-correlation potential is rough where the density is thin.
